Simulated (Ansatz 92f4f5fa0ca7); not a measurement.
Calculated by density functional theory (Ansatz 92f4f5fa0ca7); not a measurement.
Periodic cell of 236 atoms, Si145O89As2, from a study of silicon, its oxide and their interface. The atomic structure is a simulated model.

Settings
functional: PBE
potential files: Ansatz PAW
basis: plane waves
wave-function cutoff: 700 eV
density cutoff ratio: 5
exchange-correlation grid ratio: 1
k mesh: 2 x 2 x 1, shifted by 0.5 0.5 0.5 of a step
self-consistency stop: 5e-08 eV per atom in the density residual
occupations: fixed
spin: none
net charge: 0

Cell vectors (angstrom)
a, 11.6015, 0, 0
b, 0, 10.938, 0
c, 0, 0, 32.0622

Atoms: element, x, y, z (angstrom)
Si, -0.1875, -0.0587, 23.2722
Si, 3.6806, 0.2163, 23.1046
Si, 7.5625, -0.122, 23.4426
Si, 1.6943, 1.3831, 23.4154
Si, 5.7443, 1.4176, 23.1862
Si, 9.4554, 1.2403, 23.3686
Si, 0.1688, 5.3325, 23.4536
Si, 4.1283, 5.3095, 23.3898
Si, 8.039, 5.6207, 23.5386
Si, 2.1682, 6.6035, 23.364
Si, 5.9729, 6.7808, 23.4778
Si, 10.0132, 6.8816, 23.591
Si, 1.9099, 2.6749, 25.3797
Si, 5.8378, 2.6644, 25.2521
Si, 9.6405, 2.6973, 25.2665
Si, 11.6072, 4.0202, 25.3811
Si, 3.8992, 3.9826, 25.3175
Si, 7.7496, 4.1, 25.3349
Si, 1.9809, 8.1584, 25.1964
Si, 5.7817, 8.1778, 25.3634
Si, 9.717, 8.2747, 25.4248
Si, 11.6468, 9.5691, 25.2629
Si, 3.8723, 9.5969, 25.0726
Si, 7.6964, 9.5311, 25.4034
Si, 11.6544, -0.0048, 27.2085
Si, 3.905, -0.0484, 27.1233
Si, 7.7624, -0.0094, 27.2829
Si, 1.9892, 1.3189, 27.2766
Si, 5.8315, 1.3286, 27.204
Si, 9.7003, 1.3379, 27.2096
Si, 11.5971, 5.4767, 27.2377
Si, 3.8508, 5.4265, 27.2148
Si, 7.7164, 5.465, 27.2602
Si, 1.9427, 6.8315, 27.1816
Si, 5.7641, 6.8034, 27.2697
Si, 9.6582, 6.8207, 27.2746
Si, 1.9475, 2.727, 29.1742
Si, 5.7971, 2.7133, 29.1415
Si, 9.6834, 2.7264, 29.1451
Si, 0.0137, 4.0993, 29.1629
Si, 3.8704, 4.0901, 29.1668
Si, 7.7341, 4.0814, 29.1721
Si, 1.9463, 8.1893, 29.1385
Si, 5.7936, 8.1949, 29.1753
Si, 9.6756, 8.2028, 29.1833
Si, 0.0125, 9.5611, 29.1493
Si, 3.8748, 9.5707, 29.1227
Si, 7.7365, 9.5489, 29.1896
Si, 0, 0, 31.0965
Si, 3.8672, 0, 31.0965
Si, 7.7343, 0, 31.0965
Si, 1.9336, 1.3673, 31.0965
Si, 5.8008, 1.3673, 31.0965
Si, 9.6679, 1.3673, 31.0965
Si, 0, 5.469, 31.0965
Si, 3.8672, 5.469, 31.0965
Si, 7.7343, 5.469, 31.0965
Si, 1.9336, 6.8362, 31.0965
Si, 5.8008, 6.8362, 31.0965
Si, 9.6679, 6.8362, 31.0965
Si, 1.9336, 2.7345, 0.9679
Si, 5.8008, 2.7345, 0.9679
Si, 9.6679, 2.7345, 0.9679
Si, 0, 4.1018, 0.9679
Si, 3.8672, 4.1018, 0.9679
Si, 7.7343, 4.1018, 0.9679
Si, 1.9336, 8.2035, 0.9679
Si, 5.8008, 8.2035, 0.9679
Si, 9.6679, 8.2035, 0.9679
Si, 0, 9.5708, 0.9679
Si, 3.8672, 9.5708, 0.9679
Si, 7.7343, 9.5708, 0.9679
Si, 11.5988, -0.0012, 2.9411
Si, 3.8359, 0.0038, 2.908
Si, 7.7331, 0.0027, 2.8999
Si, 1.9208, 1.3884, 2.9203
Si, 5.786, 1.3328, 2.8487
Si, 9.6569, 1.3605, 2.9099
Si, 11.5717, 5.495, 2.8726
Si, 3.876, 5.4898, 2.91
Si, 7.7334, 5.4942, 2.8965
Si, 1.9164, 6.8209, 2.8884
Si, 5.8101, 6.8489, 2.8898
Si, 9.66, 6.8803, 2.9172
Si, 1.9162, 2.8417, 4.8065
Si, 5.7803, 2.6919, 4.7464
Si, 9.5926, 2.7644, 4.8171
Si, 11.5291, 4.1096, 4.7704
Si, 3.8956, 4.137, 4.8541
Si, 7.6724, 4.1123, 4.8129
Si, 1.8949, 8.1563, 4.8317
Si, 5.8046, 8.2579, 4.786
Si, 9.656, 8.2612, 4.8488
Si, 11.6206, 9.6291, 4.9456
Si, 3.8235, 9.4959, 4.8015
Si, 7.7363, 9.6516, 4.8853
Si, 11.6437, 0.2666, 6.8284
Si, 3.7885, -0.0347, 6.6666
Si, 7.7728, 0.0508, 6.9036
Si, 2.0902, 1.5278, 6.7385
Si, 5.75, 1.2716, 6.6462
Si, 9.6831, 1.5312, 6.8356
Si, 11.4676, 5.4923, 6.6588
Si, 3.92, 5.4848, 6.8544
Si, 7.6605, 5.5626, 6.6867
Si, 1.8892, 6.7116, 6.7256
Si, 5.7966, 6.9735, 6.7426
As, 9.6025, 6.9862, 6.8795
O, 7.7891, 9.9208, 8.2142
O, 7.4836, 4.7449, 8.1225
O, 3.3889, 10.3953, 8.2245
O, 1.7865, 7.6626, 8.084
O, 4.0255, 4.6071, 8.2875
O, 9.8079, 2.4711, 8.2194
O, 2.6491, 2.368, 8.1017
O, 11.3659, 4.6198, 8.0604
O, 5.3982, 2.3993, 7.814
O, 5.9394, 7.9742, 8.0767
O, 11.4335, 10.6079, 8.3616
O, 11.2767, 10.0894, 21.7951
O, 3.246, 10.7437, 21.5216
O, 5.7814, 7.7891, 22.1622
O, 4.2343, 4.4644, 21.9397
O, 7.693, 9.6988, 22.1844
O, 10.3087, 7.6753, 22.1625
O, 1.6252, 2.4114, 22.1129
O, 5.9536, 2.4501, 21.8755
O, 8.456, 4.7348, 22.1935
O, -0.0622, 4.4624, 22.0356
O, 2.3559, 7.4198, 21.935
O, 9.1506, 1.9192, 21.8822
Si, 2.0001, 7.9438, 9.665
Si, 5.0597, 0.6305, 17.6759
Si, 2.5036, 5.4594, 14.0249
Si, 10.6096, 3.9305, 14.0344
Si, 8.3126, 2.4657, 15.2884
Si, 9.565, 2.261, 20.3501
Si, 10.5336, 3.6658, 9.0837
Si, 0.1135, 2.3977, 11.5975
Si, 11.062, 8.2027, 15.4398
Si, 5.1902, 6.9755, 13.9908
Si, 5.7878, 2.6678, 11.1186
Si, 8.5834, 7.6858, 19.3721
Si, 8.1282, 4.8623, 20.6079
Si, 5.9322, 9.6333, 15.193
Si, 2.1254, 7.6693, 20.3464
Si, 1.9431, 4.9202, 18.8001
Si, 4.5044, 3.4762, 18.0092
Si, 8.5086, 8.9771, 16.8076
Si, 0.912, 9.5841, 13.4229
Si, 9.9844, 10.8052, 11.9055
Si, 5.3605, 3.7181, 21.0086
Si, 0.5934, 5.5599, 16.2796
As, 10.8762, 9.1536, 9.2559
Si, 6.5755, 8.9091, 21.2869
Si, 7.1486, 7.1539, 11.4868
Si, 2.7437, 0.7638, 12.225
Si, 10.8899, 8.6897, 21.0318
Si, 6.0661, 4.3928, 15.6478
Si, 7.1054, 0.5706, 13.0459
Si, 4.0924, 2.9915, 8.5974
Si, 0.9215, 6.8712, 11.9525
Si, 6.6552, 9.0754, 9.057
Si, 0.6811, 3.3033, 21.1426
Si, 9.8467, 6.6144, 12.901
Si, 7.755, 4.5837, 9.7206
Si, 4.0011, 10.1053, 20.2088
Si, 4.2976, 3.1125, 13.5129
Si, 3.952, 10.045, 9.723
Si, 8.0877, 0.8408, 18.0291
O, 11.6291, 3.3269, 12.9263
O, 9.3725, 4.4849, 9.9021
O, 8.8189, 3.6144, 19.8496
O, 4.0736, -0.0143, 18.8079
O, 11.3184, 4.5717, 15.3451
O, 9.9162, 9.9532, 10.5198
O, 3.8401, 1.6023, 13.1029
O, 0.7169, 9.1357, 14.9813
O, 6.5006, 1.0655, 18.3404
O, 4.7609, 3.1832, 19.5993
O, 6.3336, 1.2616, 11.7734
O, 0.8826, 9.0698, 10.0997
O, 5.6532, 4.3633, 17.2368
O, 8.461, 7.2547, 12.419
O, 4.4388, 2.6219, 10.1582
O, 2.0736, 5.675, 15.5805
O, 3.4519, 0.021, 10.9598
O, 5.9079, 7.2347, 12.5403
O, 2.3338, 6.3747, 19.4004
O, 0.6646, 4.9789, 17.7949
O, 8.4874, 10.8017, 12.5485
O, 5.5677, 10.1615, 9.6005
O, 0.6001, 8.2018, 20.1998
O, 9.7576, 2.6729, 14.5979
O, 2.103, 10.6701, 13.3072
O, 9.968, 9.1635, 16.1352
O, 6.1368, 10.4098, 13.7685
O, 7.4056, 1.654, 14.2196
O, 1.6651, 3.9378, 20.0427
O, 5.9444, 5.8611, 14.9373
O, 7.3636, 8.9932, 15.6623
O, 1.5633, 1.6805, 11.6001
O, 7.2319, 8.3624, 10.396
O, 4.3296, 2.0292, 17.2603
O, 7.0408, 3.2296, 10.2549
O, 11.5543, 7.0451, 16.4606
O, 8.2616, 10.1965, 17.8182
O, 3.4908, 8.4986, 10.0076
O, 7.6213, 3.9181, 15.556
O, 3.1481, 4.3399, 17.8967
O, 2.9172, 3.9351, 13.6802
O, 1.3966, 8.2857, 12.5851
O, 1.2251, 5.7467, 13.0704
O, 4.9896, 8.3517, 14.8475
O, 11.1871, 2.4071, 20.3294
O, 11.0697, 10.1552, 12.9274
O, 5.3196, 3.6556, 12.3439
O, 5.1106, 3.2872, 14.9072
O, 6.4969, 4.8108, 20.5464
O, 8.5111, 1.6647, 16.6905
O, 10.4328, 1.3964, 11.6012
O, 10.9172, 6.7896, 11.668
O, 3.2481, 8.7217, 19.833
O, 1.7334, 6.5987, 10.5615
O, 7.1716, 8.2033, 19.97
O, 8.4847, 7.6312, 17.7406
O, 3.7019, 6.4592, 13.6262
O, 9.6522, 5.0516, 13.3201
O, 5.5316, 10.0069, 20.7395
O, 10.3789, 7.4702, 14.1627
O, 8.7876, 6.173, 19.9228
O, 7.1286, 5.7851, 10.6108
O, 5.2842, 10.5788, 16.3768
O, 9.0606, 1.1467, 19.2907
O, 11.628, 3.204, 10.1864
O, 9.7458, 8.7234, 19.8704

Results
free energy: -152522.539 eV
free energy less fixed offsets of As -4857.07, O -569.03, Si -635.61 eV per atom: -1.279 eV

Forces (eV/angstrom), in the order of the atoms: element, x, y, z
Si, 0.0054, -0.0365, -0.0186
Si, -0.0385, -0.0558, 0.0006
Si, 0.0499, -0.0507, -0.06
Si, -0.0485, 0.0386, -0.0301
Si, 0.0766, 0.0629, 0.0048
Si, -0.0294, 0.0379, -0.0324
Si, -0.0759, -0.0279, -0.0382
Si, -0.0077, -0.0143, -0.067
Si, 0.039, -0.0679, 0.0048
Si, -0.0048, 0.0663, 0.0117
Si, -0.0803, 0.0382, -0.0288
Si, 0.0319, 0.0177, -0.0705
Si, 0.0087, -0.0565, -0.0059
Si, 0.0447, -0.0689, -0.0171
Si, 0.0129, -0.0862, -0.0199
Si, 0.0121, 0.0658, -0.0102
Si, -0.0003, 0.0666, 0.0195
Si, -0.0184, 0.0853, -0.0095
Si, 0.0041, -0.0924, 0.0091
Si, -0.0212, -0.0751, -0.0063
Si, 0.0063, -0.0548, -0.0011
Si, 0.0387, 0.0702, -0.0158
Si, 0.0164, 0.0992, -0.0054
Si, -0.0063, 0.056, -0.0153
Si, -0.013, -0.0513, 0.0051
Si, -0.0216, -0.0455, 0.0118
Si, -0.0161, -0.0346, -0.0004
Si, -0.0069, 0.0447, 0.0011
Si, -0.0177, 0.0447, 0.0163
Si, -0.0204, 0.0382, 0.0121
Si, 0.0144, -0.0479, 0.0066
Si, 0.0025, -0.0416, -0.005
Si, 0.0154, -0.0431, 0.005
Si, 0.0256, 0.0476, 0.0124
Si, 0.0021, 0.0445, 0.0021
Si, -0.0001, 0.033, -0.0048
Si, 0.0042, -0.0288, -0.0007
Si, 0, -0.0289, 0.0047
Si, 0.0003, -0.028, 0.0085
Si, 0.0004, 0.031, 0.0101
Si, 0.0001, 0.0304, 0.0062
Si, -0.0044, 0.0265, 0.0046
Si, 0.0048, -0.0269, 0.0082
Si, -0.0099, -0.0212, 0.0006
Si, 0.0008, -0.0234, -0.0005
Si, 0.0032, 0.0309, 0.0093
Si, 0.0002, 0.029, 0.0118
Si, 0.0038, 0.0289, -0.002
Si, 0.029, -0.022, -0.0745
Si, -0.0055, -0.025, -0.218
Si, -0.023, 0.0022, 0.1087
Si, -0.002, -0.0259, 0.0983
Si, -0.0033, 0.0382, -0.1093
Si, 0.0156, -0.0056, -0.0875
Si, 0.0143, -0.0626, -0.0024
Si, 0.0196, -0.0061, -0.0048
Si, -0.0075, -0.0805, 0.005
Si, 0.0111, 0.0142, -0.1019
Si, -0.0333, -0.0291, 0.1007
Si, 0.039, -0.0539, 0.1148
Si, -0.0282, -0.018, 0.0703
Si, -0.0385, 0.0057, -0.2089
Si, 0.0263, -0.0278, 0.0572
Si, -0.0644, 0.04, -0.0986
Si, 0.0168, 0.0541, 0.1162
Si, 0.0422, 0.0839, 0.0693
Si, 0.0089, 0.001, -0.0414
Si, 0.0211, 0.057, -0.0812
Si, -0.0418, 0.0534, -0.0392
Si, -0.0016, 0.0653, 0.1928
Si, -0.0697, -0.0324, 0.0189
Si, 0.0244, -0.0096, 0.0219
Si, 0.0126, -0.0538, -0.0109
Si, -0.0173, -0.0634, 0.0257
Si, 0.0086, -0.0441, -0.0009
Si, -0.0115, 0.0403, 0.0051
Si, 0.0157, 0.0465, -0.0001
Si, -0.0069, 0.0472, -0.0192
Si, -0.0158, -0.0503, -0.005
Si, 0.0132, -0.0364, -0.018
Si, 0.001, -0.0535, -0.0055
Si, -0.0109, 0.0516, -0.0033
Si, -0.0183, 0.0372, 0.0069
Si, 0.004, 0.0261, -0.0199
Si, -0.0073, -0.0578, -0.0202
Si, 0.0604, -0.0776, 0.0068
Si, 0.008, -0.0602, 0.0192
Si, 0.0292, 0.0536, -0.0016
Si, 0.0303, 0.0752, 0.0263
Si, -0.0159, 0.0696, 0.0074
Si, -0.0077, -0.058, 0.005
Si, 0.0281, -0.0523, -0.0114
Si, 0.0044, -0.0798, 0.0121
Si, 0.0074, 0.0928, 0.0097
Si, -0.0354, 0.0715, -0.0124
Si, 0.0112, 0.0649, 0.021
Si, -0.0215, -0.0625, 0.0126
Si, -0.0602, 0.0029, 0.0828
Si, 0.0448, -0.0396, 0.0046
Si, 0.0351, 0.0255, 0.006
Si, -0.109, 0.07, -0.007
Si, -0.042, -0.0052, 0.063
Si, -0.0699, -0.0209, 0.0326
Si, 0.0609, -0.0563, 0.0207
Si, 0.0265, -0.0459, 0.046
Si, -0.0225, 0.0715, 0.0411
Si, 0.0199, 0.0758, 0.0765
As, -0.0263, -0.0225, -0.0534
O, -0.028, -0.0083, -0.0185
O, 0.0173, -0.0188, 0.008
O, 0.065, -0.0355, 0.0093
O, 0.0377, 0.0186, 0.0161
O, -0.0119, 0.0024, -0.0448
O, 0.0005, 0.0275, -0.0135
O, -0.0098, 0.0162, -0.0302
O, -0.0175, -0.0344, 0.0047
O, -0.0124, 0.0044, -0.0058
O, -0.0154, 0.025, -0.0101
O, 0.0368, -0.0243, -0.0189
O, 0.0023, -0.0087, 0.0352
O, 0.0558, -0.0242, -0.0033
O, 0.0428, 0.0231, 0.0159
O, 0.0265, -0.0281, 0.0073
O, -0.0433, -0.0069, 0.0147
O, -0.0066, 0.0375, 0.002
O, -0.0197, 0.0205, 0.0048
O, -0.0333, 0.0043, 0.0254
O, -0.0355, -0.0049, -0.0067
O, 0.0384, -0.0193, 0.0184
O, -0.025, 0.0057, 0.012
O, 0.0394, 0.0172, -0.0062
Si, -0.0032, -0.0032, -0.0035
Si, -0.0049, -0.0013, -0.0032
Si, -0.0026, 0.0002, -0.001
Si, -0.0009, -0.0042, -0.0007
Si, 0.0056, 0.0018, -0.0034
Si, 0.0031, 0.0008, -0.003
Si, 0.0061, 0.0186, -0.0174
Si, 0.0042, 0.005, 0.0024
Si, 0.004, 0.0047, 0.0026
Si, 0.0001, 0.0038, -0.004
Si, 0.0044, -0.0023, 0.0031
Si, -0.0044, -0.0009, -0.0088
Si, -0.0015, -0.0009, 0.0042
Si, -0.0034, -0.0023, -0.0039
Si, 0.0081, 0.0047, -0.0116
Si, -0.0006, -0.0005, -0.0059
Si, 0, -0.002, -0.0062
Si, 0.0003, -0.0041, -0.0044
Si, 0.0071, -0.0038, 0.0046
Si, -0.0069, 0.0021, 0.0056
Si, -0.0042, 0.0221, -0.006
Si, 0.0001, -0.0002, 0.002
As, 0.0309, 0.0178, 0.0173
Si, -0.0082, 0.0086, -0.0021
Si, -0.0011, -0.0012, 0.0029
Si, 0.0055, -0.0048, 0.0025
Si, -0.0116, -0.0154, -0.0097
Si, 0.0034, 0.0022, 0.0003
Si, -0.0042, -0.0035, -0.0044
Si, 0.0156, -0.0152, 0.0151
Si, 0.0049, 0.0003, -0.0085
Si, -0.0069, 0.0121, 0.0094
Si, 0.0074, -0.0181, 0.0019
Si, 0.0013, 0.0014, -0.0048
Si, -0.003, 0.0006, -0.0039
Si, 0.0075, 0.0002, -0.0003
Si, 0.0009, -0.0016, -0.0012
Si, 0.0091, -0.0035, -0.0045
Si, -0.0007, -0.0017, -0.0007
O, -0.0126, 0.0015, -0.0082
O, -0.0092, -0.0108, -0.0148
O, -0.0017, -0.0035, 0.0178
O, 0.0188, 0.0027, -0.0063
O, 0.0024, 0.0127, -0.0015
O, 0.0229, 0.0106, 0.0003
O, -0.0057, 0.0104, -0.0152
O, -0.0193, -0.0144, -0.019
O, 0.0011, -0.0124, -0.0203
O, -0.0036, 0.0099, 0.0059
O, 0.0098, 0.007, 0.0192
O, -0.0137, -0.033, -0.0066
O, -0.0116, -0.0198, -0.0166
O, 0.0039, -0.0134, -0.0125
O, 0.0116, 0.0154, -0.0131
O, -0.0226, -0.0035, -0.0191
O, -0.0039, -0.0062, 0.0079
O, 0.0035, -0.0058, 0.0065
O, -0.0137, -0.0095, 0.0086
O, 0.0202, 0.0029, -0.0006
O, 0.0029, 0.0188, 0.0035
O, -0.004, -0.0239, 0.0005
O, 0.0145, -0.0007, 0.022
O, -0.0128, 0.0149, 0.006
O, -0.0157, 0, -0.0189
O, -0.0117, -0.0245, 0.0015
O, 0.0144, 0.0077, 0.0083
O, 0.0136, -0.0073, -0.0045
O, -0.0078, 0.0131, -0.003
O, -0.0151, -0.005, -0.0033
O, -0.002, 0.0161, 0.0138
O, -0.0031, -0.0041, 0.017
O, -0.0064, -0.0062, -0.0163
O, 0.0186, 0.0134, 0.0216
O, -0.015, 0.0088, 0.0055
O, 0.0045, 0.0012, -0.0297
O, -0.0054, 0.0023, -0.0212
O, -0.0121, 0.0165, -0.0144
O, -0.0129, -0.0216, -0.0057
O, 0.0078, -0.0083, 0.0257
O, 0.0162, 0.0163, 0.009
O, -0.0272, -0.0027, 0.0025
O, 0.0123, 0.0155, -0.0021
O, 0.0188, -0.008, -0.0052
O, -0.009, 0.0192, 0.0178
O, 0.004, 0.002, -0.0183
O, -0.0058, -0.0307, -0.0036
O, 0.0102, 0.028, -0.0021
O, 0.0035, -0.0246, 0.0037
O, -0.0142, -0.0031, 0.0067
O, 0.0087, -0.0184, 0.008
O, 0.0063, 0.0002, 0.0288
O, -0.0125, -0.0027, 0.0201
O, -0.0123, 0.036, 0.0118
O, 0.0215, 0.0009, 0.0063
O, 0.003, 0.0243, 0.015
O, -0.0048, -0.0155, 0.014
O, 0.0268, 0.0101, 0.0097
O, 0.0021, -0.0247, -0.0089
O, 0.0114, -0.0043, 0.0034
O, -0.0053, 0.0083, 0.0078
O, 0.0134, 0.0028, 0.001
O, 0.0145, 0.0013, 0.0062
O, 0.0005, 0.0155, 0.0077
O, -0.0141, -0.0044, 0.0102
O, -0.016, -0.02, 0.0069

The program warned: the cutoff lies below the one the program advises for these potential files; the forces do not sum to zero within the program's tolerance; the exchange-correlation potential is rough where the density is thin.
